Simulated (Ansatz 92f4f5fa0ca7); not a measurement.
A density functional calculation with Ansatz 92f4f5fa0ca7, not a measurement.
Periodic cell of 270 atoms, Si156O102As12, from a study of silicon, its oxide and their interface. The atomic structure is a simulated model.
Doubt: the cutoff is far below the 930 eV that the study's wrapper takes by default for these files, so forces and energies are approximate.
This geometry differs little from another in the collection (a relaxation step or a small displacement).

Settings: functional PBE; potential files Ansatz PAW; basis plane waves; wave-function cutoff 580 eV; density cutoff ratio 5; exchange-correlation grid ratio 1; k mesh 1 x 1 x 1, Gamma-centred; self-consistency stop 5e-08 eV per atom in the density residual; occupations fixed; spin none; net charge 0.

Cell vectors (angstrom)
a 11.6015 0 0
b 0 13.3963 0
c 0 0 31.4612

Atoms and the computed forces on them: element, x, y, z (angstrom), force x, y, z (eV/angstrom)
As -0.0368 -0.0154 24.4654 0.0175 -0.012 0.0012
As 3.8231 -0.015 24.6037 -0.0144 0.0018 -0.018
Si 7.621 -0.2621 24.6666 0.0117 -0.0008 0.0128
Si 1.9075 3.3749 24.7602 0.0112 -0.0053 0.0019
As 5.7819 3.3021 24.4568 -0.0048 0.0023 -0.0064
As 9.6191 3.2971 24.4305 0.0043 -0.0038 -0.007
Si 0.0952 6.7776 24.805 -0.0105 -0.0063 -0.0005
Si 3.972 6.6182 24.7307 -0.0037 -0.0033 0.0003
As 7.7271 6.6415 24.4341 0.0066 0.0018 0.0045
Si 1.9368 9.9415 24.9114 -0.016 -0.0065 0.01
As 5.7446 10.0174 24.5588 0.0054 0.0033 0.0072
Si 9.6762 9.9966 24.6392 -0.019 -0.0084 0.0039
Si -0.0637 2.2001 25.4996 -0.0087 0.0072 0.011
Si 3.8711 2.2155 25.5555 -0.0107 0.0092 0.0426
Si 7.6893 2.1161 25.3883 0.0057 -0.0051 -0.0072
Si 1.9829 5.5793 25.5939 -0.0052 -0.0015 -0.0089
Si 5.8817 5.4879 25.5499 0.005 0.0042 0.0013
Si 9.6807 5.5523 25.4337 0.0118 0.0058 -0.0045
Si -0.0585 8.9397 25.704 0.0127 0.009 -0.0035
Si 3.9226 8.8584 25.616 -0.0041 0.0103 -0.0033
Si 7.7079 8.8781 25.4814 0.008 0.0018 0.0061
Si 1.8817 12.2785 25.5363 -0.0084 0.0005 0.0177
Si 5.6852 12.1956 25.6567 -0.0044 -0.0079 -0.0003
Si 9.6674 12.2308 25.4892 0.0055 -0.0033 -0.0094
Si -0.0146 2.2111 27.8758 0.008 -0.008 0.0041
Si 3.8538 2.2326 27.9148 0.0027 0.0051 -0.0219
Si 7.7224 2.1591 27.8022 -0.0071 0.001 0.0235
Si 1.9535 5.5744 27.9482 0.0046 0.006 0.0092
Si 5.8368 5.5422 27.909 -0.0007 -0.0025 0.01
Si 9.6892 5.559 27.8369 0.001 -0.0043 0.0109
Si -0.0375 8.9308 28.026 -0.0024 0.0024 0.0033
Si 3.8839 8.8797 27.9594 -0.0039 -0.0095 0.0122
Si 7.7386 8.9114 27.865 0.0025 -0.0079 -0.0023
Si 1.902 12.2507 27.8974 -0.0158 0.0033 -0.0045
Si 5.7595 12.2523 27.9792 0.0082 -0.0013 0.0098
Si 9.6414 12.2483 27.8749 -0.0062 0.0087 0.0156
Si 1.9208 1.0988 28.6833 -0.0055 0.0024 -0.0023
Si 5.786 1.1085 28.6953 0.005 0.0035 -0.0093
Si 9.6554 1.0897 28.672 -0.0027 -0.0018 -0.0041
Si 0.0092 4.4437 28.6826 -0.0119 -0.0045 -0.0075
Si 3.8859 4.4596 28.7099 0.0073 -0.0135 -0.0095
Si 7.7664 4.4038 28.6596 0.0018 -0.0013 0.0035
Si 1.9223 7.8044 28.7172 0.0123 0.009 -0.0064
Si 5.828 7.7797 28.7027 0.0066 0.0029 0.0013
Si 9.642 7.7742 28.7053 -0.0088 0.0028 -0.0051
Si -0.0326 11.1729 28.7206 0.0259 -0.0052 -0.0096
Si 3.829 11.1291 28.7117 -0.0021 0.0009 -0.0014
Si 7.7164 11.136 28.6918 -0.0067 0.0047 -0.0075
Si 1.9336 1.1164 31.0663 -0.0447 -0.0039 -0.1481
Si 5.8008 1.1164 31.0663 0.0297 0.0549 -0.0338
Si 9.6679 1.1164 31.0663 -0.034 -0.0414 -0.1407
Si 0 4.4654 31.0663 -0.0406 -0.0209 -0.0336
Si 3.8672 4.4654 31.0663 0.0284 -0.0163 0.0973
Si 7.7343 4.4654 31.0663 0.0999 -0.1428 -0.2641
Si 1.9336 7.8145 31.0663 -0.0025 -0.0427 0.1908
Si 5.8008 7.8145 31.0663 0.1031 -0.0755 0.056
Si 9.6679 7.8145 31.0663 -0.1093 -0.1114 0.0567
Si 0 11.1635 31.0663 -0.0726 0.0709 0.1545
Si 3.8672 11.1635 31.0663 -0.0614 -0.0903 0.0799
Si 7.7343 11.1635 31.0663 0.0698 -0.0715 -0.039
Si 0 0 0.3944 0.0949 0.0102 0.0321
Si 3.8672 0 0.3944 -0.0517 0.0692 0.1573
Si 7.7343 0 0.3944 -0.0361 0.0477 -0.0437
Si 1.9336 3.3491 0.3944 0.1321 -0.0732 0.0573
Si 5.8008 3.3491 0.3944 -0.0407 -0.0646 0.0001
Si 9.6679 3.3491 0.3944 -0.0486 0.0746 -0.0293
Si 0 6.6981 0.3944 -0.032 0.0502 0.0063
Si 3.8672 6.6981 0.3944 -0.0158 0.0705 0.0215
Si 7.7343 6.6981 0.3944 0.004 0.0029 -0.1291
Si 1.9336 10.0472 0.3944 0.0063 0.1478 0.315
Si 5.8008 10.0472 0.3944 -0.1967 0.1296 -0.0804
Si 9.6679 10.0472 0.3944 0.0021 0.1418 -0.3526
Si 0.0132 0.0409 2.7635 -0.01 -0.0027 0.0063
Si 3.8536 0.0408 2.7909 0.0069 -0.0025 0.0093
Si 7.7216 0.036 2.7616 0.0116 -0.002 0.0018
Si 1.9677 3.3522 2.7758 -0.0082 0.003 -0.0026
Si 5.7991 3.3581 2.7629 0.0065 0.0056 -0.001
Si 9.6666 3.3862 2.7578 -0.0003 0.0001 -0.0078
Si -0.0186 6.7341 2.7646 0.0077 -0.0076 -0.0031
Si 3.851 6.7364 2.7665 -0.0004 -0.0034 -0.001
Si 7.7167 6.7108 2.7429 -0.0059 -0.0042 0.0088
Si 1.8961 10.107 2.8101 0.0026 -0.0038 -0.0016
Si 5.7322 10.0985 2.7558 0.002 -0.0013 -0.0029
Si 9.6333 10.1031 2.716 0.0061 0.0066 -0.0001
Si 0.0024 2.2768 3.5346 0.0002 0.0022 -0.0129
Si 3.9042 2.2506 3.6523 0.0003 -0.0082 -0.0092
Si 7.7414 2.2643 3.5597 0.0043 -0.0021 -0.013
Si 1.9198 5.5919 3.5128 -0.0018 0.0029 0.0037
Si 5.7849 5.5938 3.5122 0.0018 0.0008 0.0043
Si 9.6511 5.6235 3.5521 0.0025 -0.0021 0.0006
Si -0.0765 8.9854 3.5271 -0.0122 0.0069 0.0091
Si 3.8227 8.9595 3.611 0.0007 0.0015 -0.0086
Si 7.6885 8.9794 3.4006 0.0005 0.0069 -0.0057
Si 1.9253 12.3582 3.6542 0.003 0.0043 -0.0066
Si 5.7878 12.3341 3.5714 -0.0063 -0.0004 -0.0004
Si 9.6702 12.3309 3.5238 -0.002 -0.0018 0.0004
Si -0.0314 2.352 5.8805 -0.0084 -0.0024 0.0196
Si 3.989 2.3247 6.0812 0.0006 -0.0033 0.0139
Si 7.8222 2.2893 5.9232 -0.007 -0.0069 0.0117
Si 1.896 5.5681 5.8543 -0.0023 -0.0034 -0.0044
Si 5.8145 5.5785 5.8515 -0.0019 -0.0027 -0.0044
Si 9.6254 5.644 5.9101 -0.0026 0.0026 0.0008
Si -0.1619 9.067 5.8803 0.011 -0.0016 -0.011
Si 3.7985 8.9388 6.0158 -0.0051 0.0099 0.0108
Si 7.6601 9.0736 5.7031 -0.0034 0.0084 -0.0009
Si 1.8882 12.4467 6.0744 0.0129 -0.0065 0.0115
Si 5.8317 12.3344 5.9468 -0.0061 -0.0012 0.0073
Si 9.6783 12.3655 5.8672 0.0056 -0.0013 -0.0034
Si 1.9261 1.4249 6.8549 0.0196 -0.0026 -0.0143
Si 6.0008 1.1295 6.922 -0.0057 -0.0057 -0.0157
As 9.7245 1.171 6.9504 0.0018 0.0034 -0.0055
As -0.0531 4.5349 6.9323 0.0056 0.002 -0.0012
As 3.8795 4.5948 6.9698 0.0058 -0.0009 -0.0018
As 7.7347 4.4955 6.9395 -0.0017 0.0048 -0.0022
Si 1.7321 7.8411 6.5537 -0.0039 0.0059 0.0151
Si 5.8447 7.8407 6.604 0.0033 0.0001 -0.0011
Si 9.445 7.9144 6.6931 -0.0028 -0.0041 -0.0033
As -0.059 11.2572 6.9835 -0.0135 -0.0026 -0.0012
Si 3.8501 11.2202 6.7455 0.0013 0.0057 -0.0139
As 7.7719 11.2098 6.858 0.0016 -0.0009 -0.0007
O 8.9527 7.9389 8.3149 -0.0034 0.0002 0.0004
O 6.3839 1.0098 8.5675 0.008 -0.001 0.0152
O 1.2402 7.8132 8.1369 0.004 -0.0027 -0.0044
O 1.8079 1.9435 8.4512 -0.003 0 0.008
O 3.9368 11.2052 8.4115 -0.0005 -0.0028 0.0086
O 6.2109 7.7454 8.2373 0.003 0.0005 0.0032
O 7.4823 -0.8879 23.0939 -0.005 0.001 -0.0081
O 1.9138 9.5349 23.287 0.0019 -0.0018 0.0012
O 12.0192 7.1954 23.2001 0.0118 0.0067 -0.0053
O 1.9509 3.7057 23.118 -0.0012 0.001 -0.0059
O 9.7822 9.9764 22.9613 0.0053 0.0033 -0.0095
O 4.1096 6.5135 23.0612 0.0052 0.0011 0.0008
Si 4.3412 1.7399 14.6408 0.0022 0.0005 0.0019
Si 3.0024 5.0959 19.477 0.0013 -0.0013 -0.002
Si 9.2839 9.8634 15.772 -0.0004 0.0019 0.0017
Si 8.8742 15.9973 18.5404 0.0012 -0.0036 -0.0016
Si 2.0122 -8.0993 11.2229 0.0027 0.0037 0.0064
Si 7.2659 0.5215 14.7876 0.0044 -0.0018 0.0028
Si 2.0022 2.4065 10.0024 -0.0031 -0.0001 -0.0035
Si 15.6149 20.4366 12.7374 0.001 -0.0021 0.0086
Si -9.3463 13.5154 15.9918 0.0025 0.0001 0.0021
Si 6.7912 13.8517 10.063 -0.0002 0.0009 -0.0039
Si 8.3924 4.3318 13.3211 -0.0001 0.0006 0.0049
Si 5.1924 9.7465 20.5559 0.0048 -0.0031 -0.0061
Si -4.1128 -8.9522 16.3591 0.0012 -0.0006 0.0002
Si 11.1747 5.8289 12.9294 0.0001 -0.001 0.0063
Si 12.6371 5.6452 15.5556 0.001 -0.0023 0.0003
Si 16.1501 3.3691 17.1972 0.0021 0.0018 -0.0008
Si 8.089 7.4415 17.0787 -0.0002 -0.002 -0.0012
Si 5.4128 9.1165 17.3857 0.0022 -0.0013 -0.002
Si -1.7058 1.2385 16.2405 -0.0021 0.0008 0.0015
Si -1.9974 7.2218 19.7995 -0.0015 -0.0006 -0.0034
Si 2.1223 9.3436 13.3889 -0.003 0.0022 0.0037
Si 1.3092 -9.9646 21.6506 -0.0005 0.0004 0.0001
Si 2.4171 12.1297 12.0895 0.0027 -0.0043 0.004
Si -1.3248 9.6692 21.4307 0.0064 -0.0011 0.0038
Si 1.6275 8.0881 9.6764 0.0041 -0.0068 -0.0066
Si 7.045 6.8665 11.9299 0.002 0 0.0025
Si 6.6107 10.7181 10.6205 0 -0.0001 0.002
Si 10.6814 12.1668 19.4488 -0.0043 -0.0029 0.0078
Si 3.8833 20.5165 21.5598 -0.0054 -0.002 -0.0064
Si -7.998 10.5137 9.8474 0.0014 -0.0012 -0.0002
Si 10.377 17.8344 20.3339 -0.0002 -0.0034 0.0006
Si -4.0654 8.0744 9.1464 -0.0018 0.0038 0.0122
Si 12.8258 8.3687 22.3673 -0.0044 -0.0047 -0.0111
Si 0.6197 15.8935 15.0135 -0.0001 0 0.002
Si -0.1845 -1.5349 16.4886 -0.0016 0.0005 0.0017
Si 3.6139 14.1597 18.5641 0.0014 -0.0006 -0.0061
Si 6.9012 -1.8204 16.653 0.0013 0.0039 0.0032
Si 7.7564 26.714 19.0784 -0.0008 0.001 -0.0019
Si 1.4282 0.5836 20.5708 -0.0025 0.0005 -0.0078
Si 4.2458 1.1311 11.7675 0.0072 -0.0011 0.0039
Si -0.4563 -4.7223 11.8308 0.0002 0.0017 0.0063
Si 0.3337 -12.2674 12.2221 0.0023 -0.0007 0.0089
Si 8.7341 1.3734 12.1688 -0.0002 -0.001 0.0039
Si 11.9105 6.0469 18.4326 0.0037 -0.0015 -0.0028
Si -3.207 9.5393 12.7329 -0.0032 -0.0009 0.0056
Si 3.3469 7.6731 15.5237 0.0043 -0.0023 -0.002
Si 6.5947 12.1487 21.7678 0.0104 0.0051 -0.013
Si -7.7028 -1.0404 20.8959 0.0037 0.0031 -0.0009
O 2.2296 14.6403 19.3012 0.0059 -0.0035 0.0093
O 4.9436 8.3499 21.3597 0.0003 -0.0002 0.004
O 7.5683 7.0071 10.3858 0.0009 -0.0013 -0.0024
O 9.7717 9.5543 11.8279 0.0035 -0.0016 -0.003
O 13.8718 17.4053 10.2478 0.0015 0.0009 -0.0038
O -0.9223 7.1288 12.092 0.0027 -0.0029 -0.0047
O 0.2013 9.1269 21.3758 -0.0014 0.0003 0.0096
O 7.366 9.6088 9.6892 -0.0009 -0.0005 -0.0038
O 6.849 -0.8316 17.9504 0.0035 -0.0038 -0.0011
O 2.4135 -0.5135 21.3089 0.0035 -0.0028 0.0056
O 16.1918 1.9803 18.0846 -0.0001 0.0001 0.0029
O -1.1392 13.1228 16.0866 0.0037 -0.0029 0.0002
O 4.4143 13.1796 19.5783 -0.0014 0.0017 0.0009
O 8.4612 2.9596 12.4444 0.0019 0.0014 -0.004
O -2.2355 3.2066 19.9814 0.0007 0.0005 0.0031
O 7.6767 1.5394 18.857 0.0009 -0.007 0.0054
O 7.4275 5.4085 12.5523 0.0028 -0.0035 -0.0033
O 7.7982 3.9799 14.8125 0.0008 -0.0005 0.0013
O -3.8598 8.0426 12.8237 0.0024 0.0024 -0.0037
O 1.06 -0.3521 12.2472 0.0006 0.0007 -0.0038
O 3.7074 4.3993 18.1645 0.0044 -0.0045 -0.0013
O 3.3261 1.6494 10.5476 0.0017 0.0014 0.0007
O 0.6096 4.9704 12.0033 -0.0044 -0.0001 -0.0033
O 7.9085 0.4994 13.2897 -0.0007 -0.0008 0.0029
O 9.546 5.817 20.6615 0.0025 0.0011 0.0031
O 7.262 -0.3818 20.5798 0.0043 -0.0008 0.0007
O -6.5518 12.6495 22.023 0.0015 -0.0045 -0.0003
O 7.3058 10.5875 12.1009 0.0037 -0.0017 -0.0005
O 2.9636 9.0267 9.6541 0.0018 0.0021 -0.0023
O 0.3843 6.3499 14.2451 0.0024 -0.0007 -0.0005
O 4.3674 7.1425 14.3418 -0.0008 0.0008 0.0039
O -4.7172 -0.9924 15.2512 0.0013 0.0007 -0.0008
O 8.4612 -6.192 18.645 0.0008 0.0007 0.0027
O 10.253 11.0007 20.4998 0.0032 0.0105 -0.005
O 0.5436 -4.2296 13.0217 0.0053 0.0002 -0.0012
O 8.3159 14.5821 15.8479 0.0011 -0.0024 -0.0017
O 5.7428 1.0141 11.1768 -0.0046 -0.0018 -0.0044
O 10.7974 10.4874 15.8581 0.0031 -0.0005 -0.0002
O 10.3176 14.3753 12.3055 0.0029 0.0002 -0.0052
O 7.8472 6.0248 16.3373 0.001 -0.0039 0.0012
O 3.9289 2.9302 15.7143 0.0022 -0.0006 0.0009
O -5.6951 14.7958 14.8907 0.0014 -0.0016 -0.0004
O 3.2016 5.6625 12.3134 0.0034 0.0005 -0.0009
O 1.3397 1.4831 16.0875 0.0019 -0.0019 0.0005
O 3.3648 13.8212 14.8353 0.0002 -0.0012 -0.0008
O 8.7593 9.992 14.2432 0.003 -0.0019 -0.0001
O 8.2985 10.7311 16.7476 0.0016 -0.0012 0.0003
O 5.4195 7.0648 11.9252 0.0011 -0.0027 -0.0055
O 6.4696 -2.8223 21.2264 -0.0018 -0.0056 0.0053
O -0.1027 11.6631 18.117 0.0025 -0.0014 -0.0033
O -0.9879 2.3109 15.2369 0.0027 0.0009 -0.0021
O 2.4795 6.3338 15.8882 0.0014 0.0006 -0.0015
O -11.9401 18.0483 18.9786 0.0037 0.0021 0.0025
O 5.9615 4.0931 16.8328 0.0007 -0.0013 0.0008
O 9.245 -5.0854 16.2973 0.0017 -0.0004 0.0004
O 2.4835 -1.955 10.6037 -0.0006 0.0042 0.0022
O -7.408 15.5494 13.057 0.0007 0.0002 -0.0009
O -4.7816 12.2179 10.0205 0.0028 -0.0036 -0.0017
O 5.3996 9.3386 18.9946 0.0008 -0.0019 0.0006
O 1.8715 6.1109 18.8714 -0.0019 -0.0002 0.002
O 9.2972 12.828 18.9374 0.0055 -0.0035 0.0081
O 2.486 10.9235 13.1925 0.0019 -0.0011 -0.003
O -2.267 8.5007 20.77 0.0007 -0.0025 0.0013
O 6.6823 8.2146 16.9832 0.0021 -0.0018 0.0015
O 11.693 6.0029 16.827 0.0027 -0.0003 -0.0015
O 14.6567 8.3597 12.434 -0.0007 0.001 -0.0035
O 17.2021 10.5794 16.6672 0.0015 -0.0007 0
O 2.3959 8.8753 14.9293 0.002 -0.0025 0.0006
O -3.1831 17.1754 17.5171 -0.0005 0.0014 -0.0002
O 9.9134 4.9278 13.4008 0.0015 -0.0001 -0.0037
O 12.7017 1.8183 21.5612 0.0027 -0.0008 0.0025
O -0.5189 7.3027 19.0761 0.0036 -0.0024 0.0031
O 1.9041 6.6232 10.3033 -0.0017 0.0031 -0.0081
O -0.1864 4.11 21.5518 -0.0009 -0.0041 -0.002
O 0.9231 15.4163 13.4768 0.002 0.0005 -0.0003
O 5.0008 10.4092 10.6984 0.0027 -0.0001 -0.0036
O 12.2912 1.9103 10.836 0.0003 -0.0024 -0.0017
O 3.8795 10.7406 20.6331 -0.0023 -0.0007 0.0035
O 0.353 8.8025 10.417 -0.0013 -0.0005 -0.0003
O 2.3093 3.9991 20.4855 0.0007 -0.0003 0.0039
O 1.1121 4.0262 15.2961 0.0004 0.0004 -0.0003
O 4.1021 8.3047 16.8264 0.0002 -0.0018 0
O 8.235 14.3876 10.6469 0.0038 0.0004 0.0001
O 3.1327 13.2417 17.3225 -0.0002 -0.0006 0.0011
O 11.6287 -0.1357 20.1966 -0.0011 -0.0052 0.0045
O 2.3532 7.6685 21.4384 0.0032 0.0013 0.0058
O 1.2857 -1.1947 15.8273 0.0013 -0.0007 0.0001
O 4.0606 5.9834 20.3786 0.0022 -0.0013 0.0028
O 3.7553 -0.3496 12.2391 -0.0003 -0.0022 -0.0049
O 10.081 1.8046 17.7635 0.0025 -0.0018 -0.0011

Results
free energy: -215461.289 eV
free energy less fixed offsets of As -4856.12, O -568.88, Si -635.61 eV per atom: -6.929 eV

The program warned: the cutoff lies below the one the program advises for these potential files; the exchange-correlation potential is rough where the density is thin.
